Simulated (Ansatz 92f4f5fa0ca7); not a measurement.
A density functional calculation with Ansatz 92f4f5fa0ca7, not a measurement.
Periodic cell of 140 atoms, Si84O56, from a study of silicon, its oxide and their interface. The atomic structure is a simulated model.

Settings: functional r2SCAN; potential files Ansatz norm-conserving; basis plane waves; wave-function cutoff 1300 eV; density cutoff ratio 4; exchange-correlation grid ratio 1; k mesh 2 x 2 x 1, shifted by 0.5 0.5 0.5 of a step; self-consistency stop 5e-08 eV per atom in the density residual; occupations Fermi-Dirac, 0.05 eV; spin none; net charge 0.

Cell vectors (angstrom)
a  10.9176  -0.0709  0.0493
b  -0.0709  10.9694  0.0243
c  0.092  0.0453  20.3816

Atoms and the computed forces on them: element, x, y, z (angstrom), force x, y, z (eV/angstrom)
Si  -0.138  -0.4429  -0.5505  -1.9338  -0.3309  0.4313
Si  3.6814  4.5519  0.6446  -2.7088  0.7705  -2.6512
Si  0.5413  5.3777  0.0177  -0.5481  0.7967  0.4346
Si  2.7977  7.9037  -0.0411  0.8581  2.1018  0.6115
Si  5.1  2.4862  -1.876  1.7539  0.6502  -1.0532
Si  6.4358  0.2703  0.2931  -1.9675  -1.0378  -0.2222
Si  4.3999  6.4997  -1.0317  -0.2735  -1.2106  2.2647
Si  6.7178  6.6121  -1.0771  0.5196  2.4548  -1.4496
Si  1.5675  1.1124  1.6001  -0.1435  -2.3134  1.0796
Si  4.2563  2.372  0.3289  -1.1787  -1.9248  0.6215
Si  1.2061  7.2093  1.6158  -0.0662  -1.8245  -1.5361
Si  3.824  9.5929  1.3921  0.6626  -1.2332  -3.2124
Si  7.0102  0.7481  -2.0897  -0.5406  2.6328  2.0165
Si  9.8003  3.9821  1.231  0.5244  -0.5145  2.2588
Si  6.8061  7.268  1.1082  -0.2531  2.0915  2.303
Si  8.3354  9.4272  1.2473  0.633  -0.6428  0.2654
Si  0.1772  2.5673  2.7179  0.2656  1.8139  -0.6472
Si  2.8011  -0.4169  2.9683  -0.9852  2.766  1.7892
Si  -0.33  8.4453  2.7498  -1.0812  0.2496  1.0925
Si  2.4443  5.7468  3.0206  0.4768  -0.6932  1.3266
Si  5.7415  2.4331  2.4555  1.2837  0.0306  0.2162
Si  7.4598  0.5909  2.4192  1.004  -0.8734  0.5781
Si  5.1667  8.331  2.6346  1.7582  -0.9086  0.4123
Si  8.3356  5.6319  3.2526  0.1577  -1.6698  0.2549
Si  1.3297  4.0174  4.4659  -0.2822  0.4939  -1.0987
Si  4.6365  1.1473  3.993  -4.6624  1.886  -1.8718
Si  1.1648  9.4401  4.3214  0.2776  -0.1832  0.4642
Si  4.1999  6.8583  4.198  0.2153  -2.0449  -0.3817
Si  7.092  3.9483  4.0293  -1.3727  -1.4734  1.9383
Si  9.6247  1.2894  3.9776  -0.1215  -1.2891  -0.3406
Si  6.7504  9.6721  3.8914  -0.6427  0.9157  -0.0459
Si  9.3726  6.9626  4.5546  1.5543  2.584  -0.2015
Si  -0.1565  0.0647  5.6309  0.4702  -0.8291  -0.9927
Si  3.0244  2.4723  5.5106  -0.2767  1.8246  -1.2232
Si  -0.3961  5.6317  5.7875  3.2483  -0.6642  -0.0428
Si  2.79  7.914  5.5017  -1.3029  2.5356  1.7984
Si  5.6441  0.165  5.4942  2.7992  -3.6278  3.7141
Si  8.5203  2.5259  5.4685  -2.2368  0.405  0.2254
Si  5.8439  5.2597  5.7389  -0.4259  0.655  -2.2933
Si  8.0848  8.5634  5.4881  0.096  0.5989  1.1139
Si  1.6562  0.9644  6.7205  0.9184  0.9628  1.4064
Si  4.1727  4.3343  6.928  -2.0111  -3.0063  0.2509
Si  1.0606  7.1436  7.0353  0.6274  -1.6776  -0.8951
Si  4.6045  9.1979  6.7606  -2.2013  2.5111  -1.2811
Si  7.4127  1.0169  7.1346  1.6976  -1.399  -3.1968
Si  9.388  4.0002  6.9708  -1.0462  2.3882  -0.846
Si  6.8512  7.0307  6.7548  -0.1238  -0.5684  1.5595
Si  9.0125  10.1252  7.1376  -1.2015  0.6908  -1.1628
Si  0.7062  2.6226  8.2272  1.6543  -3.5993  1.6384
Si  3.4854  -0.2277  8.124  -1.4172  -0.162  0.2041
Si  0.2279  8.1634  8.9413  -1.1245  1.2813  -0.2276
Si  2.5433  5.659  8.2423  0.3858  -0.2381  -2.1135
Si  7.4762  2.1907  9.0599  -2.7392  2.1125  1.0805
Si  9.4573  -1.259  9.3296  0.8226  0.6609  -0.7556
Si  5.4987  8.0953  8.4547  3.1743  1.1545  -0.3565
Si  7.8488  5.3228  8.182  0.9478  -0.0668  -0.675
Si  1.6465  4.1719  9.6245  -0.3374  -0.2503  1.9769
Si  4.5241  1.7847  9.046  -1.2818  -1.9128  -1.3601
Si  2.0151  9.3388  9.7172  1.2082  0.9472  -0.1856
Si  3.862  6.9899  9.373  -0.7325  1.0917  2.8609
Si  7.6603  5.8433  10.4528  0.6607  2.3306  0.521
Si  10.9322  0.6416  10.3215  -1.3934  0.1275  -1.6293
Si  7.2925  9.0232  10.1492  -1.6005  -1.1146  0.5305
Si  10.1091  5.6492  10.9749  1.5591  2.5133  0.6057
Si  7.3449  -2.2473  14.8293  1.3964  3.3884  0.1458
Si  6.0793  -1.0397  16.2733  -0.7478  -3.1082  0.7384
Si  -2.258  7.5338  17.0001  1.2139  2.1133  2.8863
Si  6.3495  10.851  12.5234  1.9349  2.2961  3.0002
Si  8.5684  2.0953  11.9126  6.8664  1.8568  -2.4226
Si  10.17  3.7253  16.0495  3.4337  -0.8644  2.6096
Si  15.0064  1.5256  13.7199  0.0707  0.4543  -2.6564
Si  13.2028  6.9163  17.4421  -0.0208  0.0328  2.9018
Si  5.2177  5.8591  10.9087  1.7977  0.7319  2.4972
Si  0.2807  5.9737  18.0611  1.1489  1.3473  2.2607
Si  -0.8418  4.5003  13.5825  1.8266  -0.7137  -4.3773
Si  5.248  3.81  15.5828  2.3104  -1.3252  4.5675
Si  5.3724  -4.3598  14.1501  -2.7649  -2.0459  -2.4361
Si  4.0069  -2.9976  15.3549  -3.2048  -1.0299  -0.3619
Si  3.3528  14.3196  11.2203  0.2832  3.4046  2.3092
Si  2.2439  9.2653  18.0625  -2.6471  -4.2293  4.4511
Si  9.3354  1.6952  17.9801  1.1882  -0.1815  -1.2337
Si  3.4651  -0.2418  15.631  0.7376  2.8141  1.8188
Si  7.9528  3.8459  19.6647  -2.5672  0.2394  -1.9193
Si  8.1501  4.8035  15.5221  1.5279  -0.8968  0.5429
O  -9.9448  -1.1093  -1.4675  -0.1904  -0.4652  -1.2549
O  -2.794  6.1909  -4.0556  -1.3574  -3.4541  -1.872
O  13.6976  10.3518  -2.9572  2.9026  4.5591  -5.6359
O  13.7758  1.307  0.7195  1.7257  2.072  -1.4809
O  -3.9381  -1.2406  -6.9279  0.8364  0.088  1.3211
O  -4.7194  3.4433  -0.8443  1.3846  0.1744  -1.8056
O  0.5036  10.8675  0.9078  -0.186  1.5396  -0.8921
O  4.8307  10.3706  0.2658  1.4583  0.7129  0.3925
O  7.8136  -5.5888  -1.25  0.9619  -2.0666  0.6555
O  9.75  -5.8857  2.5336  -0.1762  -1.3225  -2.1708
O  8.2036  3.2995  0.7587  2.2961  1.7344  1.0539
O  14.026  9.3036  -5.4822  0.1814  -3.4409  -0.3
O  3.5502  4.7956  2.1982  0.5205  0.0762  0.6765
O  7.3403  -4.8344  2.2049  -1.2077  1.2687  -2.7698
O  10.045  1.9683  -4.0103  -1.391  1.9884  2.6716
O  14.5059  12.9553  -9.8792  1.2894  -3.8585  -4.7216
O  -0.1661  7.2525  10.1788  -1.4297  -4.1208  2.7758
O  5.0851  4.3086  10.8445  -3.9215  -4.5855  0.5208
O  -0.747  3.2167  8.008  -0.505  -0.4011  0.7344
O  9.0941  3.1739  18.6729  -1.1542  -0.1294  0.006
O  4.8495  11.3215  12.8441  -0.4899  2.0469  1.7238
O  1.1895  10.6654  10.4616  1.413  -1.1621  1.0524
O  4.9968  -2.589  16.5703  0.7382  2.8558  0.0737
O  2.8744  7.9218  10.4099  -0.4205  2.0412  -0.8797
O  7.6035  7.5564  10.8994  -0.0267  0.3699  -0.5862
O  4.438  2.7899  7.7657  0.676  1.4231  1.2933
O  15.8599  -8.3038  14.5503  0.1535  -1.2114  -1.3719
O  17.8448  3.7938  15.9726  -0.5749  -1.307  -0.2387
O  11.1781  4.5983  10.4041  0.0728  -0.7262  -0.8979
O  3.1279  13.3699  12.6  0.4389  2.1029  0.5503
O  18.1952  14.6187  8.4053  -1.785  -1.6801  0.5883
O  2.966  0.9627  14.598  -0.5166  -1.8844  2.8792
O  11.2604  4.1247  14.688  -2.6914  -0.9945  2.1785
O  11.0716  4.5059  17.4143  -1.8287  -2.7802  -3.6176
O  -5.6123  5.3642  15.1028  -1.84  2.8203  -1.528
O  8.6333  4.9218  13.9554  -4.18  2.6973  2.9511
O  5.8249  23.2441  9.572  3.1826  1.8356  -0.1955
O  10.6316  5.5441  12.6049  -0.5842  0.6412  -1.5836
O  9.923  0.9861  11.5748  -1.3765  1.1062  -0.0742
O  10.3642  0.8272  18.9207  -0.0991  -0.6127  0.5622
O  7.9564  13.8181  10.5195  1.1297  -1.9944  0.9518
O  7.413  1.3577  12.5273  -4.5761  -4.4323  2.1276
O  5.1677  -4.8967  12.591  0.1638  1.3748  0.6299
O  6.7091  -3.6361  14.4861  2.2527  -0.5151  -0.6406
O  13.528  6.8784  15.929  2.5212  1.3815  -4.3018
O  16.0806  0.0716  15.677  -2.0439  -0.9309  1.2279
O  7.4981  7.8587  18.1975  0.2768  -1.6734  -0.0262
O  8.7405  8.5022  15.6963  -1.023  -0.3326  0.6465
O  -4.1972  -0.5365  17.6302  -0.694  -1.6649  -1.4894
O  3.679  6.209  18.0148  -1.7869  0.2767  -1.3986
O  -0.8815  7.1052  17.9282  -1.723  1.3131  -2.0009
O  4.5656  3.4158  17.095  1.4883  -0.562  0.126
O  6.4958  -0.913  11.2132  1.2601  -2.5372  -5.0198
O  9.4784  3.1273  12.8323  -0.4076  -1.5835  -1.1053
O  12.7993  4.3727  20.8201  2.8057  -0.2162  -0.7477
O  9.4185  9.481  20.288  2.2792  2.1126  -0.991

Results
free energy: -35834.055 eV
free energy less fixed offsets of O -463.61, Si -117.95 eV per atom: 35.905 eV
pressure: -1.41 GPa
stress xx, yy, zz, yz, xz, xy (GPa, positive in tension): 2.81, 0.45, 0.96, -1.9, 0.4, 0.62
